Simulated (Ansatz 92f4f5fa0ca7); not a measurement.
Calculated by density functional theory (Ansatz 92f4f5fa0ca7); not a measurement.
Periodic cell of 122 atoms, Si78O44, from a study of silicon, its oxide and their interface. The atomic structure is a simulated model.

Settings: functional r2SCAN; potential files Ansatz norm-conserving; basis plane waves; wave-function cutoff 1300 eV; density cutoff ratio 4; exchange-correlation grid ratio 1; k mesh 2 x 2 x 1, shifted by 0.5 0.5 0.5 of a step; self-consistency stop 5e-08 eV per atom in the density residual; occupations Fermi-Dirac, 0.05 eV; spin none; net charge 0.

Cell vectors (angstrom)
a, 10.88, 0, 0
b, 0, 10.88, 0
c, 0, 0, 18.2748

Atoms and the computed forces on them: element, x, y, z (angstrom), force x, y, z (eV/angstrom)
Si, -0.0815, 0.8399, -0.1965, 0.3351, -0.5911, -0.7667
Si, 3.7579, 3.6864, 1.4351, -0.4413, -0.3406, -0.106
Si, -0.1439, 5.8395, -0.0431, -0.2304, -0.2273, -0.9783
Si, 3.5937, 8.6424, -0.246, -0.0763, -0.205, -0.2656
Si, 6.9011, 2.0127, -1.2146, -0.7913, -0.1, -0.3035
Si, 9.081, 2.5195, -0.5745, 0.622, 0.3234, -0.6981
Si, 5.7779, 6.2405, -0.5667, -0.4184, -0.1922, -0.3347
Si, 8.3748, 7.9062, -0.1272, 0.1235, 0.1047, 0.0248
Si, 1.4865, 1.5256, 1.4642, 0.3598, 0.451, -0.3294
Si, 4.6918, 4.2414, -0.5836, 0.1013, 0.3354, -0.7111
Si, 1.3697, 6.9621, 1.2981, 0.3119, 0.5335, -0.265
Si, 4.4632, 9.8954, 1.523, -0.0482, -0.0547, 0.1196
Si, 6.1897, 0.6757, 1.413, -0.2171, 0.0291, -0.5171
Si, 9.5935, 4.0814, 1.1295, 0.214, 0.3557, 0.2925
Si, 6.9244, 6.825, 1.3788, -0.0585, 0.0385, -0.0141
Si, 9.4412, 9.4234, 1.2804, 0.3847, -0.1826, -0.5125
Si, 0.0029, 2.8302, 2.6968, -0.2809, 0.1676, 0.2286
Si, 2.7192, -0.0121, 2.7705, 0.1501, -0.0404, 0.092
Si, -0.0088, 8.1775, 2.7219, -0.0473, 0.0323, 0.155
Si, 2.7148, 5.4877, 2.6161, -0.015, -0.0926, -0.0219
Si, 5.3742, 2.5381, 2.6658, 0.0863, -0.0897, 0.0939
Si, 8.0884, -0.0536, 2.6128, 0.0379, -0.0423, -0.0341
Si, 5.5318, 8.1983, 2.7419, 0.1648, -0.099, 0.0253
Si, 8.1853, 5.3128, 2.6268, 0.1168, 0.1413, 0.0581
Si, 1.349, 4.1959, 4.0794, 0.0985, -0.0551, -0.0007
Si, 4.0874, 1.3079, 4.178, -0.0522, -0.0254, 0.0922
Si, 1.3578, 9.501, 4.1026, -0.1228, -0.0405, -0.072
Si, 4.1152, 6.8077, 4.0051, 0.0953, 0.1634, -0.0733
Si, 6.7794, 3.9479, 3.9661, -0.0817, 0.0432, -0.0135
Si, 9.4666, 1.3794, 3.9295, 0.1478, -0.0627, -0.1525
Si, 6.8768, 9.5152, 4.1562, -0.1535, -0.0234, 0.119
Si, 9.553, 6.7584, 4.0626, -0.1166, -0.2288, -0.0743
Si, -0.0155, 0.0742, 5.3322, -0.0224, -0.0418, 0.2585
Si, 2.7338, 2.7678, 5.3832, 0.1784, 0.0342, 0.0618
Si, 0.0223, 5.481, 5.5244, -0.0374, 0.0002, 0.1007
Si, 2.785, 8.1717, 5.4475, -0.1093, 0.0062, 0.0402
Si, 5.4542, -0.0558, 5.5785, 0.016, -0.0858, -0.0536
Si, 8.0935, 2.5824, 5.3747, -0.0529, 0.0541, 0.0507
Si, 5.4805, 5.4228, 5.3111, -0.0684, 0.0138, 0.1551
Si, 8.297, 8.2201, 5.4571, -0.1293, -0.0568, 0.1572
Si, 1.45, 1.3291, 6.7071, -0.1215, -0.0515, 0.1283
Si, 4.0585, 4.1523, 6.729, 0.059, 0.0802, 0.0266
Si, 1.4084, 6.9348, 6.8895, 0.0077, -0.1267, -0.1708
Si, 4.0572, 9.5019, 6.9748, 0.1182, -0.045, -0.0665
Si, 6.8046, 1.3116, 6.9432, -0.1677, 0.1085, -0.0916
Si, 9.5102, 3.8983, 6.6632, 0.252, 0.0312, -0.0887
Si, 6.8778, 6.8043, 6.6699, -0.0676, 0.1498, -0.2307
Si, 9.5675, 9.7041, 6.8755, 0.0108, 0.0996, -0.2647
Si, 0.0512, 2.5795, 8.0407, -0.4266, -0.1968, 0.1643
Si, 2.7322, 0.1126, 8.3572, 0.2649, 0.2956, 0.0988
Si, 0.3103, 8.6191, 8.1591, 0.0065, 0.0162, -0.0016
Si, 2.6268, 5.4248, 8.2094, -0.0863, -0.2978, 0.1854
Si, 5.4638, 2.8541, 8.1077, -0.1788, 0.0975, 0.1727
Si, 8.0718, -0.0456, 8.4366, 0.3208, 0.417, 0.7896
Si, 5.4351, 7.9769, 8.1408, -0.1625, 0.1493, -0.2485
Si, 8.2749, 5.394, 7.8842, 0.4581, -0.0331, 0.4101
Si, 1.2096, 3.9057, 9.493, 0.2044, 0.1129, 0.0988
Si, 3.764, 1.9726, 9.5, 0.1147, 0.1254, 0.4399
Si, 1.0704, 10.1564, 9.8453, 0.1132, -0.1131, 0.7843
Si, 4.3933, 6.3053, 9.4331, 0.7721, -0.2345, 0.0589
Si, 6.8544, 4.3372, 9.3249, 0.106, -0.233, 0.226
Si, 10.464, 1.0816, 9.8805, -0.2743, 0.6145, 0.4054
Si, 7.0142, 8.9952, 9.526, -0.0369, -0.5296, 0.1747
Si, 9.77, 7.452, 9.4291, -0.0327, -0.6916, 0.1031
Si, 6.3928, 0.5061, 14.4393, -0.309, 0.3424, -0.0273
Si, 7.7649, 8.6813, 13.6401, 0.4106, -0.0773, -0.1013
Si, 10.9439, 2.6769, 12.6768, -0.1367, 0.016, 0.2412
Si, 12.5559, 5.3382, 13.1616, 0.0524, -0.1219, 0.3097
Si, 10.0014, 7.0023, 12.3296, -0.1486, -0.3746, 0.1722
Si, 6.7717, 7.8268, 15.5773, -0.2291, -0.2328, 0.7062
Si, 9.3004, 4.386, 11.2766, -0.2234, -0.003, 0.2567
Si, 14.7783, 6.9848, 11.5364, -0.6671, 0.242, 0.5825
Si, 15.7558, 11.5396, 12.0725, -0.0906, 0.1828, 0.1558
Si, 1.9496, 4.6118, 16.073, 0.0017, -0.121, 0.104
Si, 11.1024, 2.1613, 15.5966, 0.3043, -0.1994, -0.2681
Si, 13.5236, 9.7219, 12.4375, 0.2385, 0.0797, 0.346
Si, 6.323, 8.6407, 11.7933, -0.3712, 0.0095, -0.107
Si, 14.9631, -1.4537, 15.1752, -0.1491, 0.2184, 0.1811
O, 0.4506, 0.8097, -1.7831, -0.3187, 0.4652, 0.5533
O, 3.3371, -1.4407, -1.6515, 0.1557, -0.2924, -0.0092
O, 6.3971, 0.802, -0.2362, 0.1788, 0.3108, 0.3605
O, -0.4552, -0.7061, 0.1625, -0.1572, 0.5581, 0.4696
O, 5.7115, 3.1361, -1.2324, 0.2312, -0.2569, 0.1958
O, 2.1667, 8.0393, 0.2831, 0.1986, -0.3223, 0.3626
O, 7.5575, -0.5892, -4.2043, -0.0549, -0.3739, -0.1064
O, 7.0544, 1.4807, -2.7414, -0.1063, -0.0405, 0.2226
O, 15.8657, -0.1057, -3.2591, 0.1663, -0.1872, -0.131
O, 13.4682, 2.6235, 0.8449, 0.0543, 0.0937, 0.4473
O, -1.9566, 5.8503, -6.3825, 0.2659, 0.1148, -0.0733
O, 9.5148, 6.8138, -0.6805, 0.2294, -0.0458, 0.4628
O, 16.7422, 12.2653, -5.1238, -0.0515, -0.4904, -0.0174
O, 2.503, 2.9475, 10.0873, 0.0809, -0.1012, -0.5181
O, 0.7989, 5.3007, 16.9866, -0.1406, 0.0613, 0.2052
O, 5.2223, 8.2615, 15.2025, 0.0911, 0.0837, -0.2102
O, 10.9519, 1.7663, 14.0222, 0.0241, 0.2897, 0.1961
O, 0.0546, 12.6083, 11.355, -0.1549, -0.3715, -0.6943
O, 10.4845, 7.583, 10.899, -0.1447, 0.0643, -0.0962
O, 5.6657, 5.2893, 9.9356, -0.4502, 0.2777, -0.2071
O, 3.2044, 8.4578, 11.5916, 0.1367, -0.2246, -0.1643
O, 2.9493, 5.8748, 12.3029, 0.214, 0.3379, -0.3006
O, 9.2927, 8.1075, 13.2935, -0.3853, 0.3235, -0.0791
O, 13.0035, 5.44, 14.7058, -0.1291, -0.1439, -0.0298
O, 17.4745, 6.3206, 16.2363, -0.1957, 0.3512, 0.419
O, 3.3236, 11.2185, 12.447, 0.0207, -0.3014, -0.1966
O, 4.7936, 12.4502, 10.7464, -0.3267, -0.0673, -0.208
O, 11.2782, 6.3366, 13.0525, -0.0119, 0.0321, -0.2345
O, 10.8022, 4.3964, 10.5279, 0.6773, -0.2853, -0.3358
O, 9.8009, 2.9492, 16.2023, -0.0806, -0.2452, 0.6001
O, 9.5129, 3.4533, 12.6002, 0.3015, 0.0988, -0.4232
O, -1.2877, 5.9364, 8.8065, -0.4179, 0.4131, -0.1513
O, 8.2223, 7.8727, 9.5488, 0.1241, 0.1882, -0.0821
O, 8.8393, 0.7315, 9.7698, 0.1148, -0.5212, -0.74
O, 12.1629, 3.7871, 12.789, -0.1383, 0.1236, 0.0166
O, 12.1522, 9.9405, 11.5533, -0.0178, 0.0716, -0.7729
O, 5.404, 7.2664, 12.1377, 0.2739, 0.7898, -0.1124
O, -7.9698, 9.2736, 14.0248, 0.1327, 0.1053, -0.2306
O, 7.9978, 3.8534, 10.4495, -0.1147, 0.1653, -0.096
O, 16.3515, 10.0477, 11.9099, 0.1335, -0.3075, 0.0707
O, 14.2868, 4.57, 16.7403, 0.0042, -0.1697, 0.1775
O, 12.4249, 3.0831, 15.7496, -0.393, 0.0184, 0.0307
O, 4.6068, 7.3958, 17.7545, -0.1293, 0.1175, -0.0313
O, 7.5174, 8.5982, 16.8827, 0.2007, -0.3622, -0.0187

Results
free energy: -29608.814 eV
free energy less fixed offsets of O -463.61, Si -117.95 eV per atom: -9.874 eV
pressure: -1.45 GPa
stress xx, yy, zz, yz, xz, xy (GPa, positive in tension): 2.43, -0.1, 2.04, 0.54, 0.55, -0.85
